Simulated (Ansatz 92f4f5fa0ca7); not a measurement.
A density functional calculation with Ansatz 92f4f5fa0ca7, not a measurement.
Periodic cell of 223 atoms, Si132O90P1, from a study of silicon, its oxide and their interface. The atomic structure is a simulated model.
Doubt: the cutoff is far below the 930 eV that the study's wrapper takes by default for these files, so forces and energies are approximate.
This geometry differs little from another in the collection (a relaxation step or a small displacement).

Settings
functional: PBE
potential files: Ansatz PAW
basis: plane waves
wave-function cutoff: 580 eV
density cutoff ratio: 5
exchange-correlation grid ratio: 1
k mesh: 1 x 1 x 1, Gamma-centred
self-consistency stop: 5e-08 eV per atom in the density residual
occupations: fixed
spin: none
net charge: +1 e, with a uniform compensating background and no finite-size correction

Cell vectors (angstrom)
a	10.938	0	0
b	0	10.938	0
c	0	0	32.1988

Atoms: element, x, y, z (angstrom)
Si	10.5815	0.2244	24.8628
Si	5.7325	10.6818	24.7388
Si	2.4754	2.9166	24.6345
Si	8.421	2.4663	24.823
Si	0.2705	5.1693	24.7524
Si	5.1507	5.7497	24.6847
Si	2.929	8.0098	24.5933
Si	7.9362	8.4373	24.7271
Si	1.3236	1.3855	26.0343
Si	6.8421	1.3098	26.1207
Si	4.0397	4.1064	25.9854
Si	9.6056	4.0593	26.0851
Si	1.3944	6.8289	25.9997
Si	6.7638	6.8542	26.0227
Si	4.0981	9.5354	25.9966
Si	9.4576	9.5713	26.1481
Si	2.7224	-0.0059	27.3401
Si	8.1537	-0.0201	27.5595
Si	0.0053	2.7167	27.4909
Si	5.4352	2.7454	27.361
Si	2.7244	5.467	27.4279
Si	8.1813	5.4718	27.3488
Si	-0.0116	8.1837	27.3689
Si	5.436	8.2004	27.4474
Si	4.0748	1.3667	28.7401
Si	9.5701	1.3535	28.8482
Si	1.3637	4.1101	28.8155
Si	6.8232	4.1044	28.7374
Si	4.0932	6.8188	28.8046
Si	9.5493	6.8265	28.7451
Si	1.3604	9.5676	28.733
Si	6.7809	9.546	28.8609
Si	0.0157	-0.0269	30.1644
Si	5.4189	0.0155	30.1628
Si	2.7365	2.7275	30.1544
Si	8.181	2.7502	30.144
Si	-0.0269	5.4763	30.1431
Si	5.4798	5.4577	30.152
Si	2.717	8.2127	30.128
Si	8.2009	8.1777	30.1625
Si	1.3714	1.3577	31.53
Si	6.8144	1.3796	31.5051
Si	4.1147	4.0911	31.5207
Si	9.5542	4.1062	31.5154
Si	1.3504	6.8517	31.4905
Si	6.8405	6.8193	31.5398
Si	4.0701	9.5717	31.5239
Si	9.5744	9.5487	31.5246
Si	2.73	-0.0023	0.7163
Si	8.1892	0.0036	0.6549
Si	-0.0127	2.7364	0.6824
Si	5.4762	2.7319	0.7114
Si	2.7349	5.4942	0.6468
Si	8.21	5.4553	0.7148
Si	0.0085	8.1895	0.7026
Si	5.4619	8.2125	0.6855
Si	4.1139	1.3599	2.0782
Si	9.5481	1.3563	2.0396
Si	1.3717	4.1347	2.0116
Si	6.8496	4.0907	2.0882
Si	4.1005	6.8341	2.0488
Si	9.5777	6.8294	2.0729
Si	1.3775	9.5518	2.0762
Si	6.8248	9.6016	2.0434
Si	-0.0347	-0.0228	3.3938
Si	5.4854	0.0135	3.4738
Si	2.7602	2.8064	3.3736
Si	8.1923	2.6842	3.4667
Si	0.0399	5.4731	3.4408
Si	5.4764	5.4754	3.418
Si	2.7699	8.2081	3.4526
Si	8.1989	8.229	3.3793
Si	1.3908	1.3868	4.6414
Si	6.8097	1.3753	4.9167
Si	4.1464	4.0979	4.8131
Si	9.5868	4.0784	4.7733
Si	1.4084	6.8419	4.8229
Si	6.8454	6.8756	4.7356
Si	4.1436	9.5706	4.8451
Si	9.5392	9.558	4.7925
Si	2.7563	0.1013	6.0816
Si	8.1725	-0.042	6.2475
P	0.0342	2.6561	6.0249
Si	5.4492	2.7534	6.3186
Si	2.797	5.48	6.1836
Si	8.1859	5.4782	6.0926
Si	0.001	8.1959	6.1477
Si	5.5414	8.2114	6.2267
Si	3.8145	1.585	7.6222
Si	9.8037	1.1426	7.4347
Si	1.5924	3.8068	7.3045
Si	6.6298	4.4304	7.5147
Si	4.3976	6.6474	7.5554
Si	9.3699	6.987	7.4326
Si	1.1323	9.9114	7.2934
Si	7.1472	9.2527	7.6863
O	8.3682	8.1875	7.8774
O	2.6082	2.6939	7.9387
O	9.5161	1.3506	24.2708
O	4.0453	6.8653	24.1299
O	0.0422	0.0918	7.8852
O	5.4969	5.5158	8.0565
O	6.8444	9.5715	24.2025
O	1.3661	4.0629	24.1704
O	3.8689	7.4571	8.9061
O	0.6077	4.3566	8.4674
O	9.8007	6.2764	8.8614
O	2.0032	9.3677	8.5573
O	7.4833	3.9558	8.8408
O	4.2594	0.9588	9.0829
O	6.7232	9.5486	9.2362
O	9.2194	1.9505	8.7191
O	7.7033	3.1544	23.5242
O	10.4894	5.8466	23.4513
O	5.085	0.4387	23.4069
O	5.8603	5.0934	23.3593
O	3.0999	2.2058	23.2769
O	2.2929	8.7218	23.2312
O	8.617	7.7564	23.3938
O	0.2282	10.3296	23.5973
Si	4.3866	1.5711	22.4658
Si	3.4972	7.9182	14.0462
Si	7.1257	0.9547	14.6619
Si	0.9408	9.3562	22.5208
Si	1.2049	4.2758	11.8735
Si	6.2758	8.9609	15.3272
Si	0.7052	1.34	12.2931
Si	8.6289	4.9487	20.5082
Si	0.2982	5.6961	9.3461
Si	5.1073	3.1178	17.943
Si	0.8945	3.7395	16.7447
Si	10.4048	2.8424	19.2264
Si	5.3009	1.1946	10.3549
Si	0.89	0.1752	19.8474
Si	6.6511	9.4605	10.8856
Si	9.3428	9.6737	18.3293
Si	9.3925	9.2444	12.5826
Si	6.5694	3.8465	22.5828
Si	2.4183	8.0427	9.3911
Si	10.5925	7.3615	17.0786
Si	2.5169	6.2854	16.5904
Si	10.1941	4.4871	14.1787
Si	6.1446	9.1826	18.5209
Si	7.9661	2.5882	9.5796
Si	8.9061	2.1235	12.4542
Si	5.3457	6.2409	18.0688
Si	3.9268	0.5529	19.4668
Si	4.2952	3.8493	12.0554
Si	5.5497	6.6046	12.1574
Si	8.0187	2.4996	17.2189
Si	4.3679	2.4787	14.9643
Si	1.5546	1.2012	15.2594
Si	1.5703	9.3864	12.0592
Si	8.0597	6.8498	13.8785
Si	10.3875	9.832	15.4953
Si	9.8048	7.0141	22.5491
Si	8.1138	5.4793	17.407
O	6.0484	7.9663	11.3052
O	6.0262	9.2085	16.9014
O	7.7062	1.345	13.1897
O	0.9164	1.7271	13.8574
O	9.4318	6.2494	16.8732
O	6.7617	6.2034	13.1566
O	5.1365	4.6549	18.6078
O	9.2339	2.1492	18.2726
O	2.371	0.0918	19.0819
O	9.4164	10.231	16.7683
O	2.8076	4.4308	11.6792
O	5.0701	10.3189	19.1098
O	9.4497	3.2342	13.4776
O	0.4617	1.7636	19.9562
O	3.1687	1.3527	15.0619
O	8.1694	5.3749	19.021
O	3.8988	6.5982	17.3965
O	4.5874	3.2741	16.3828
O	9.0804	5.6624	14.2967
O	5.4472	2.7613	22.1408
O	10.6955	4.1457	15.6702
O	0.3403	3.8621	18.2739
O	10.4328	10.5088	19.2197
O	9.6478	10.0253	14.0329
O	10.905	8.1217	22.0937
O	1.2002	2.1561	16.5226
O	9.7351	3.7479	20.4137
O	8.1455	4.0269	16.6785
O	-0.0418	9.0896	11.9138
O	6.591	2.4128	18.0058
O	5.5928	10.7293	11.192
O	7.7547	9.5913	18.8472
O	10.0541	1.0088	12.0464
O	1.3916	6.8432	9.022
O	0.6386	4.7584	13.3253
O	5.7158	7.6189	18.9817
O	5.2531	5.0936	11.5208
O	2.7167	6.9753	15.1243
O	0.9556	2.7104	11.4534
O	0.8705	10.6767	15.5471
O	2.3772	8.5185	10.9291
O	4.7393	2.4486	11.2669
O	4.2421	3.5142	13.6763
O	2.2132	4.6754	16.4947
O	10.7084	8.2442	15.6975
O	6.924	10.2889	14.6644
O	2.3517	8.9433	13.4338
O	8.0349	1.5188	15.9048
O	4.1276	6.9873	12.8616
O	4.1818	2.0052	18.7221
O	7.2935	4.4159	21.2606
O	8.4372	2.8976	11.0927
O	1.1812	6.8566	17.3622
O	5.6677	1.592	14.7186
O	8.1385	9.7634	11.587
O	9.205	6.2842	21.2361
O	8.9483	7.7158	12.8496
O	1.671	0.0882	11.8646
O	6.6482	6.1414	17.0599
O	7.4161	7.804	15.051
O	1.2143	10.3006	21.2327
O	10.0316	8.1937	18.355
O	3.951	0.8501	21.0817
O	0.3507	5.262	10.8857
O	6.7153	1.5597	9.6049
O	4.7903	8.6903	14.6866

Results
free energy: -135861.607 eV
free energy less fixed offsets of O -568.88, P -755.39, Si -635.61 eV per atom: -6.497 eV

Forces (eV/angstrom), in the order of the atoms: element, x, y, z
Si	-0.0104	0.0119	0.02
Si	0.0104	-0.0089	0.0269
Si	-0.0076	0.0121	0.0277
Si	0.0048	-0.0119	0.0254
Si	0.0129	-0.0046	0.0267
Si	-0.0121	0.01	0.0294
Si	0.0067	-0.0114	0.027
Si	-0.011	0.0111	0.0259
Si	0.0004	-0.0034	-0.0071
Si	-0.0032	0.004	-0.0112
Si	0.0009	-0.0001	-0.0055
Si	-0.0019	0.0014	-0.0074
Si	-0.0009	-0.0024	-0.0074
Si	-0.0006	-0.0005	-0.0057
Si	0.0015	0.0017	-0.0058
Si	0.0061	-0.0028	-0.0098
Si	-0.0011	0.0018	0.0111
Si	0.0001	0.0029	-0.0092
Si	0.0018	-0.001	-0.004
Si	-0.001	0.0018	0.0085
Si	-0.0012	-0.0006	-0.0031
Si	-0.004	0.0052	0.0103
Si	-0.0005	0.0026	0.0084
Si	0.0023	-0.0019	-0.0024
Si	-0.0025	0.0016	-0.0096
Si	0.0025	-0.0008	0.0181
Si	-0.0005	0.0086	0.0108
Si	-0.003	-0.0006	-0.0098
Si	-0.0011	-0.0001	0.0037
Si	0.0028	-0.0031	-0.0065
Si	0.001	-0.0004	-0.0103
Si	-0.0161	0.0004	0.0198
Si	-0.0031	0.0067	-0.0029
Si	0.0091	-0.0107	-0.0037
Si	-0.0034	0.001	-0.0013
Si	0.0053	-0.0051	0.0014
Si	0.004	-0.0058	0.0001
Si	-0.0005	0.0062	-0.0012
Si	0.0011	-0.0032	0.0009
Si	-0.0079	-0.0008	-0.0042
Si	-0.0059	0.0009	0.0027
Si	-0.0026	0.0029	-0.004
Si	-0.0029	-0.0061	0.0013
Si	-0.0017	0.0044	0.0051
Si	-0.0027	-0.0009	-0.0018
Si	0.0044	0.0025	-0.0005
Si	-0.0008	0.0037	-0.0022
Si	0.0087	0.0061	0.0009
Si	-0.0008	-0.0002	0.0019
Si	-0.0068	-0.0002	0.0093
Si	0.0059	-0.0058	0.0056
Si	0.0098	-0.0018	0.0061
Si	-0.0074	0.0069	0.0104
Si	-0.0021	-0.0025	0.0013
Si	0.0031	-0.0092	0.0076
Si	-0.0003	-0.0035	0
Si	-0.0196	-0.0021	0.0052
Si	0.0178	0.0105	0.0071
Si	-0.0029	-0.0146	0.0073
Si	0.0139	0.0046	0.0076
Si	0.0003	0.0091	0.0052
Si	-0.003	-0.0117	0.0014
Si	-0.0101	0.0229	0.0053
Si	0.0072	-0.0067	0.0008
Si	0.0006	-0.0063	0.0232
Si	0.0194	0.0059	0.0169
Si	0.0097	0.0245	-0.0058
Si	-0.0341	-0.0013	0.0108
Si	0.0071	0.0062	0.0091
Si	-0.0099	-0.0153	-0.0075
Si	0.0151	-0.0313	0.0069
Si	0.0196	0.0284	-0.005
Si	0.0092	-0.0485	-0.05
Si	0.0254	-0.0114	0.0203
Si	-0.0074	0.0099	0.0021
Si	-0.0273	0.0362	-0.0268
Si	0.0001	0.0121	0.0184
Si	-0.0039	-0.0177	-0.0181
Si	-0.0112	0.0237	-0.0186
Si	-0.0203	0.0049	0.0037
Si	-0.0045	-0.0183	0.0497
Si	0.0097	0.0285	-0.0454
P	0.0101	0.0069	0.0393
Si	-0.0033	-0.0295	-0.0285
Si	-0.0097	0.0037	-0.0242
Si	0.0089	-0.0184	0.0216
Si	0.0172	-0.0225	-0.0314
Si	0.0006	0.0195	0.0503
Si	-0.0375	0.0077	-0.061
Si	0.0042	-0.0438	-0.1713
Si	-0.0108	0.0147	-0.0919
Si	0.0368	-0.023	-0.024
Si	-0.0365	0.0183	-0.0303
Si	0.1176	-0.0505	-0.0772
Si	-0.0155	0.034	-0.1181
Si	-0.0678	0.084	-0.0701
O	-0.0792	-0.0841	0.0722
O	0.0014	-0.0074	0.0182
O	0.0046	-0.0015	-0.0009
O	0.0046	-0.0015	-0.004
O	-0.0209	0.0647	0.0931
O	0.0473	0.0179	0.0011
O	0.0015	-0.0026	-0.0034
O	0.0006	-0.0048	-0.0029
O	0.0134	0.0017	0.0228
O	0.0057	0.0149	0.0393
O	0.0005	-0.0116	0.0291
O	0.0632	-0.0399	0.0846
O	0.0043	-0.0123	0.0217
O	0.0352	-0.0129	0.0688
O	-0.0128	-0.0022	0.0627
O	-0.0558	0.0474	0.1184
O	-0.0197	0.0167	-0.0237
O	-0.018	0.0206	-0.025
O	-0.0183	0.0226	-0.0269
O	0.0189	-0.023	-0.0265
O	0.0201	-0.0172	-0.027
O	-0.0207	0.0173	-0.0225
O	0.0214	-0.0177	-0.0251
O	0.0171	-0.0228	-0.0282
Si	0.0005	0.0039	0.0341
Si	-0.0045	0.003	-0.008
Si	0.002	0.0039	-0.0032
Si	0.0034	-0.0085	0.0329
Si	-0.0018	0.0175	-0.0181
Si	-0.002	-0.0022	0.0023
Si	0.0031	-0.0044	-0.0006
Si	-0.0085	0.0088	0.0151
Si	0.0053	-0.0048	-0.0598
Si	-0.0016	-0.0034	-0.0062
Si	-0.0089	-0.0016	0.0011
Si	-0.0011	0.0037	0.0015
Si	-0.0118	-0.0086	-0.0414
Si	0.0104	-0.0099	0.0135
Si	-0.008	0.0316	-0.0436
Si	0.0047	0.0053	-0.0052
Si	-0.0044	0.0019	-0.0073
Si	-0.0029	0.003	0.0266
Si	-0.0156	-0.0098	-0.0495
Si	0.0007	0.0001	-0.0043
Si	0.0003	-0.0006	-0.0088
Si	0.0042	-0.0106	-0.0008
Si	-0.0048	0.005	-0.0128
Si	0.019	0.0134	-0.0597
Si	-0.0057	0.0138	-0.0149
Si	0.0013	-0.0012	-0.009
Si	-0.006	0.0054	0.0196
Si	0.0023	-0.0156	-0.0078
Si	0.0013	0.0063	0.0027
Si	0.0032	-0.0042	-0.0017
Si	0.0009	0.0029	-0.0047
Si	-0.0059	0.0045	-0.0035
Si	0.0151	-0.0166	-0.0156
Si	-0.0004	-0.0028	0.0008
Si	0.0008	0.006	-0.0074
Si	0	0.0009	0.0258
Si	0.0024	-0.003	0.0094
O	-0.0057	-0.0269	0.0043
O	0.0001	0.0007	0.005
O	-0.0118	-0.0096	0.0094
O	0.007	-0.0008	0.015
O	0.0009	0.0011	-0.0004
O	0.0147	0.0001	-0.0005
O	0.0002	0.0032	0.0052
O	-0.0059	-0.0009	0.0004
O	0.0018	-0.0006	-0.0023
O	-0.0022	-0.0014	0.003
O	-0.0054	-0.0046	-0.0054
O	0.0063	-0.0078	0.0019
O	0.0064	0.0118	-0.0008
O	-0.0021	0.0014	0.0046
O	0.0006	-0.0008	-0.0034
O	-0.0039	0.0031	-0.0154
O	0.003	0	0.0056
O	0.0018	0.0029	0.0036
O	-0.0002	0.0016	-0.0074
O	-0.0021	-0.0024	-0.0002
O	0.0047	0.0008	0.0052
O	0.0032	0.0019	0.0017
O	-0.0099	-0.0047	0
O	0.0046	0.0031	0.0128
O	0.0007	0.0026	-0.0001
O	0.0012	0.0025	0.0014
O	0.0072	-0.0097	-0.0002
O	-0.0014	0.0012	-0.0032
O	-0.0099	0.0029	-0.0041
O	-0.0007	0.0009	0.0037
O	0.001	-0.0155	0.0089
O	0.0012	-0.0009	0.0072
O	0.0031	-0.0003	-0.0074
O	-0.0084	-0.0058	0.0086
O	-0.0091	0.0001	0.0097
O	-0.0006	-0.0028	0.009
O	0.0021	0.011	-0.0071
O	-0.003	-0.0065	0.0082
O	0	-0.0043	-0.0026
O	-0.0005	-0.002	-0.001
O	-0.013	0.0216	0.0449
O	-0.0087	0.0278	0.0129
O	0.0019	-0.0102	0.0179
O	0.0018	0.0011	-0.0006
O	-0.0005	-0.0044	0.0006
O	-0.0026	-0.0045	-0.0049
O	0.0111	-0.0068	0.0086
O	0.0012	0.0043	0.0052
O	-0.0071	0.0061	0.0001
O	0.0041	0.0068	-0.0025
O	0.0177	0.0093	-0.0174
O	0.0143	-0.0036	0.0438
O	-0.0018	0.0007	0.0041
O	-0.0003	0.0002	-0.005
O	0.022	-0.0084	0.0082
O	-0.0097	-0.0175	-0.0162
O	-0.0032	-0.0075	-0.0016
O	-0.0073	0.0053	-0.004
O	-0.0029	-0.0001	-0.0004
O	-0.0051	0.0054	-0.0003
O	-0.0007	0.0215	-0.0271
O	-0.0003	-0.0024	0.004
O	-0.0069	-0.0142	-0.0318
O	0.0117	-0.0192	0.0467
O	-0.0088	-0.0075	0.0065
O	0.0078	0.0016	-0.0011

The program warned: the cutoff lies below the one the program advises for these potential files; the exchange-correlation potential is rough where the density is thin.
